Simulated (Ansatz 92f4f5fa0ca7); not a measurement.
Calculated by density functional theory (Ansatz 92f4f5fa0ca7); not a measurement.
Periodic cell of 221 atoms, Si132O87H1N1, from a study of silicon, its oxide and their interface. The atomic structure is a simulated model.
Doubt: the cutoff is far below the 930 eV that the study's wrapper takes by default for these files, so forces and energies are approximate.
This geometry differs little from another in the collection (a relaxation step or a small displacement).

Settings: functional PBE; potential files Ansatz PAW; basis plane waves; wave-function cutoff 580 eV; density cutoff ratio 5; exchange-correlation grid ratio 1; k mesh 1 x 1 x 1, Gamma-centred; self-consistency stop 5e-08 eV per atom in the density residual; occupations fixed; spin none; net charge 0.

Cell vectors (angstrom)
a  10.938  0  0
b  0  10.938  0
c  0  0  32.5568

Atoms: element, x, y, z (angstrom)
Si  -0.2654  0.2957  25.1656
Si  5.6651  -0.2877  25.1487
Si  2.3649  2.9964  25.0793
Si  8.4619  2.5192  25.1241
Si  0.1311  5.2377  24.9485
Si  5.2203  5.7878  25.0854
Si  2.9799  8.0073  25.0398
Si  7.897  8.4363  25.0883
Si  1.3024  1.4343  26.4799
Si  6.8221  1.3664  26.384
Si  4.0453  4.1363  26.3267
Si  9.5797  4.1187  26.4201
Si  1.3271  6.8352  26.2864
Si  6.7833  6.8803  26.4548
Si  4.0844  9.5364  26.463
Si  9.5196  9.5838  26.3871
Si  2.7139  0.0221  27.766
Si  8.1826  0.0131  27.787
Si  -0.0314  2.7783  27.8383
Si  5.4365  2.7604  27.721
Si  2.6997  5.494  27.7418
Si  8.1868  5.4865  27.7582
Si  -0.0099  8.2064  27.7181
Si  5.4491  8.2158  27.841
Si  4.1018  1.3673  29.1385
Si  9.5708  1.3673  29.1385
Si  1.3673  4.1018  29.1385
Si  6.8362  4.1018  29.1385
Si  4.1018  6.8362  29.1385
Si  9.5708  6.8362  29.1385
Si  1.3673  9.5708  29.1385
Si  6.8362  9.5708  29.1385
Si  0  0  30.5058
Si  5.469  0  30.5058
Si  2.7345  2.7345  30.5058
Si  8.2035  2.7345  30.5058
Si  0  5.469  30.5058
Si  5.469  5.469  30.5058
Si  2.7345  8.2035  30.5058
Si  8.2035  8.2035  30.5058
Si  1.3673  1.3673  31.873
Si  6.8362  1.3673  31.873
Si  4.1018  4.1018  31.873
Si  9.5708  4.1018  31.873
Si  1.3673  6.8362  31.873
Si  6.8362  6.8362  31.873
Si  4.1018  9.5708  31.873
Si  9.5708  9.5708  31.873
Si  2.7345  0  0.6835
Si  8.2035  0  0.6835
Si  0  2.7345  0.6835
Si  5.469  2.7345  0.6835
Si  2.7345  5.469  0.6835
Si  8.2035  5.469  0.6835
Si  0  8.2035  0.6835
Si  5.469  8.2035  0.6835
Si  4.1018  1.3673  2.0507
Si  9.5708  1.3673  2.0507
Si  1.3673  4.1018  2.0507
Si  6.8362  4.1018  2.0507
Si  4.1018  6.8362  2.0507
Si  9.5708  6.8362  2.0507
Si  1.3673  9.5708  2.0507
Si  6.8362  9.5708  2.0507
Si  0  0  3.418
Si  5.469  0  3.418
Si  2.7345  2.7345  3.418
Si  8.2035  2.7345  3.418
Si  0  5.469  3.418
Si  5.469  5.469  3.418
Si  2.7345  8.2035  3.418
Si  8.2035  8.2035  3.418
Si  1.4296  1.3026  4.7796
Si  6.8621  1.3683  4.8668
Si  4.178  4.0317  4.7974
Si  9.5771  4.0749  4.772
Si  1.4071  6.7954  4.7478
Si  6.7718  6.8744  4.7299
Si  4.1243  9.5624  4.8301
Si  9.5594  9.615  4.744
Si  2.8196  -0.0167  6.2607
Si  8.2635  0.017  6.2433
Si  0.0358  2.6716  6.09
Si  5.5706  2.7468  6.3358
Si  2.7654  5.3958  6.0881
Si  8.1366  5.4827  5.9953
Si  0.0459  8.2338  5.9848
Si  5.4671  8.1956  6.2295
Si  3.9334  1.6133  7.6446
Si  9.9906  1.0958  7.5307
Si  1.6161  3.79  7.384
Si  6.7182  4.4831  7.5914
Si  4.2869  6.5248  7.4527
Si  9.3503  7.0724  7.1399
Si  1.1921  9.66  7.4376
Si  7.1632  9.2842  7.496
O  1.2726  4.1123  24.4962
O  6.7921  9.5698  24.5876
O  2.7491  2.7214  7.9115
O  8.3158  8.1477  7.8565
O  5.4793  5.5064  7.991
O  0.0893  -0.1416  7.8878
O  4.1021  6.8896  24.5409
O  9.559  1.3907  24.5991
O  1.6468  8.8663  8.813
O  0.9086  4.2528  8.7904
O  9.7837  1.784  9.0336
O  6.6359  9.846  8.9558
O  4.4399  1.2  9.1604
O  3.4357  6.9296  8.8013
O  7.5426  4.2066  9.0118
O  10.0456  6.1643  8.2893
O  2.9095  2.1521  23.7703
O  4.8365  0.2592  23.8368
O  7.9206  3.316  23.7859
O  10.2988  5.7772  23.5678
O  8.4359  7.6867  23.7239
O  2.4379  8.7699  23.6729
O  6.0472  5.2616  23.7545
O  0.5365  10.6422  23.8652
Si  3.189  9.2154  11.9411
Si  8.1958  4.8012  10.398
Si  7.0571  4.7878  17.4799
Si  4.2983  1.6096  23.1174
Si  12.367  3.3178  19.2584
Si  7.9348  -2.9564  14.544
Si  1.0876  9.3858  22.9981
Si  4.036  12.9184  20.1065
Si  -2.3903  2.9472  12.6627
Si  -3.9262  14.2092  20.1306
Si  1.1052  -4.5792  18.5173
Si  0.8507  11.1764  12.4493
Si  10.2929  9.7764  14.8449
Si  -6.0414  3.1562  16.0591
Si  7.1837  10.2365  10.4523
Si  0.6483  17.6698  15.4678
Si  -1.398  4.1976  15.4254
Si  -0.0128  5.4249  9.4123
Si  5.0595  7.4533  13.5512
Si  6.5626  3.873  23.0822
Si  7.4769  7.7244  17.3826
Si  9.7986  1.0738  10.5162
Si  2.1686  11.6244  18.1903
Si  9.7719  1.8853  19.7461
Si  4.62  0.7498  10.7189
Si  3.0105  2.1931  13.0283
Si  2.1902  7.5608  9.6346
Si  5.8883  9.5869  15.6285
Si  3.1621  5.0313  14.3998
Si  9.7056  7.1441  22.8587
Si  11.2784  10.2443  20.2496
Si  7.3094  -3.6067  11.8049
Si  -1.3826  7.5741  19.7969
Si  3.6301  0.5443  15.7757
Si  9.6191  12.3678  16.5492
Si  7.0296  1.51  14.7977
O  4.3255  9.9921  15.8425
O  10.2337  -0.0504  16.0941
O  8.666  -0.0771  10.4315
O  0.1811  8.2999  15.0206
O  4.3641  -4.8346  14.1381
O  2.8192  14.0523  20.141
O  1.8435  6.0006  14.5771
O  -1.783  14.823  13.8583
O  -2.8702  1.5798  16.0481
O  -1.0961  4.7749  10.439
O  10.5041  -4.4519  19.0467
O  8.4009  7.4384  16.0355
O  -3.2186  1.7212  13.3449
O  3.4388  12.1515  14.2956
O  1.3598  9.9323  21.4892
O  8.2329  7.1164  13.1767
O  8.2743  2.2325  20.3161
O  10.3046  8.9921  19.9739
O  4.0717  1.2559  21.5603
O  -3.644  8.8959  11.3692
O  6.8386  4.1284  21.5073
O  8.2871  7.878  18.7943
O  12.1814  10.5064  18.9203
O  6.5897  6.358  17.5221
O  -2.7116  4.5042  16.3718
O  9.6189  2.1922  11.6893
O  10.7453  10.7312  13.6056
O  5.9291  2.7403  14.8484
O  6.4201  10.9537  14.9022
O  -0.5182  16.5134  15.4362
O  -2.1824  -1.55  14.4427
O  4.0113  1.8551  11.766
O  -7.3622  11.7591  19.0376
O  2.7529  7.9199  11.0997
O  5.7839  6.9206  12.191
O  2.1148  -3.7296  19.4785
N  6.2115  8.233  14.5911
O  9.2083  6.978  21.2978
O  1.4836  12.6646  12.7043
O  -0.0388  8.2296  22.9482
O  6.6007  9.1024  17.0596
O  -3.4343  4.3102  18.9714
O  2.2787  0.2298  16.6279
O  -0.0433  3.0879  19.9772
O  1.4838  4.7814  18.5847
O  3.9303  10.2239  10.9081
O  5.4066  2.7683  23.3184
O  3.6318  4.1291  15.6919
O  5.5539  13.4951  19.8038
O  -3.2712  3.91  11.6668
O  4.0251  8.6612  13.2124
O  6.2004  0.4717  11.0344
O  9.6199  1.473  18.1714
O  -0.6221  13.7729  15.9819
O  4.4104  1.7079  16.6372
O  1.4878  13.1018  18.1041
O  5.7167  -7.0006  17.1928
O  0.9942  6.5306  10.0302
O  1.2185  6.9052  16.9844
O  1.9449  10.0014  12.5775
O  7.7823  6.3728  10.5923
O  11.1678  0.2794  10.939
O  10.3345  11.5338  20.5786
O  2.9945  3.8274  13.2652
H  2.6397  -3.0236  19.074

Results
free energy: -133795.232 eV
free energy less fixed offsets of H -15.97, N -385.13, O -568.88, Si -635.61 eV per atom: -1.052 eV

Forces (eV/angstrom), in the order of the atoms: element, x, y, z
Si  0.0032  0.01  -0.0284
Si  0.0005  -0.012  -0.0093
Si  -0.0137  0.0024  -0.0335
Si  0.0037  0.0042  0.0013
Si  -0.0069  -0.0023  0.0019
Si  -0.0009  0.017  -0.0257
Si  0.0038  0.0065  -0.0035
Si  -0.0187  0.0033  -0.0295
Si  0.0008  -0.0011  -0.0018
Si  0.0027  -0.0032  -0.0103
Si  0  0.0055  0.0002
Si  0.009  -0.0062  -0.0092
Si  0.0125  -0.0083  -0.012
Si  -0.0051  0.0031  -0.0054
Si  0.0078  -0.0051  -0.0101
Si  -0.0043  0.0033  0.0011
Si  0.0005  -0.0013  0.0075
Si  -0.0051  0.0002  -0.006
Si  -0.0079  0.0099  0.0035
Si  0.0026  -0.0026  0.0092
Si  -0.0066  0.0081  -0.0086
Si  -0.0009  -0.0017  0.0081
Si  0.0004  0.0006  0.0132
Si  -0.0029  0.0045  0.0052
Si  0.0219  0.1183  -0.1844
Si  -0.1748  -0.0013  0.2727
Si  0.1123  0.2836  0.244
Si  -0.1218  -0.0116  -0.2521
Si  -0.2844  -0.1679  0.1897
Si  0.0517  0.0635  -0.223
Si  -0.1132  -0.0564  -0.2363
Si  0.0188  0.1522  0.3524
Si  -0.0316  -0.0198  -0.0199
Si  0.081  -0.0163  0.0035
Si  0.0231  0.0423  -0.02
Si  -0.0154  -0.1148  0.0032
Si  0.0765  0.006  -0.0073
Si  -0.0676  -0.0434  -0.0136
Si  0.0206  -0.0667  -0.0028
Si  0.0223  0.0371  -0.0212
Si  -0.0011  0.0005  -0.0194
Si  -0.0267  0.0659  -0.0045
Si  0.0206  -0.0241  0.0027
Si  0.0133  0.0635  -0.0372
Si  -0.088  0.0046  -0.0208
Si  0.0104  0.0216  -0.0248
Si  -0.0466  0.0206  -0.0277
Si  -0.0087  -0.0111  -0.0057
Si  0.0464  -0.0416  0.0272
Si  -0.0018  -0.008  0.0089
Si  -0.0225  -0.0267  0.0146
Si  0.0192  -0.0362  0.0303
Si  -0.0028  0.0526  0
Si  0.0069  -0.0429  0.0239
Si  0.0638  -0.0148  0.0212
Si  0  -0.0055  0.0195
Si  -0.056  0.0695  0.0022
Si  0.055  0.0328  0.0037
Si  -0.0187  0.0314  0.0173
Si  -0.0125  0.0577  0.0226
Si  -0.0371  -0.0679  -0.0213
Si  -0.0199  0.0207  0.027
Si  -0.0903  0.012  0.0126
Si  0.0775  0.0111  -0.0102
Si  0.1848  0.09  -0.3214
Si  0.1402  0.078  0.4531
Si  0.3042  -0.2529  0.0271
Si  -0.0912  -0.2069  0.1044
Si  -0.0123  -0.1799  -0.1101
Si  -0.2357  -0.1381  -0.2931
Si  0.2561  0.0672  0.0465
Si  -0.1301  0.188  -0.197
Si  0.0072  0.0051  0.007
Si  -0.0062  -0.0037  -0.0072
Si  0.015  -0.0166  0.0064
Si  0.0115  -0.0079  0.0023
Si  0.007  -0.0029  -0.0026
Si  -0.0101  0.0035  0.0059
Si  -0.0021  0.0003  0.0018
Si  -0.0124  -0.0043  -0.002
Si  -0.0137  0.0129  0.0053
Si  0.0178  -0.0004  0.006
Si  0.0095  0.0095  -0.0012
Si  -0.0139  0.0236  0.0062
Si  -0.0032  -0.0043  0.0043
Si  0.0028  0.0057  0.0029
Si  -0.0049  -0.0001  0.0048
Si  0.013  -0.0117  -0.0006
Si  0.0101  -0.0048  0.0108
Si  -0.0041  -0.0001  0.0345
Si  0.0046  -0.0217  0.0466
Si  0.005  0.0023  0.0204
Si  0.0133  -0.0244  0.0962
Si  -0.0086  0.0012  0.0082
Si  0.0049  -0.0068  0.0307
Si  0.0065  -0.0074  0.0281
O  0.0174  -0.0167  0.0228
O  0.0046  -0.0018  0.025
O  -0.0355  0.031  -0.0106
O  -0.0021  -0.0027  -0.0188
O  -0.0451  0.031  -0.0247
O  -0.0054  0.0094  -0.0114
O  0.0122  -0.0158  0.0189
O  0.0092  -0.0112  0.0209
O  0.0033  -0.0015  0.0027
O  0.024  -0.0014  -0.0362
O  -0.0046  -0.0364  -0.0014
O  0.0116  -0.0053  -0.0043
O  -0.0096  -0.0066  0.0009
O  0.0014  -0.004  -0.0565
O  -0.0198  -0.0012  -0.0224
O  0.0011  -0.0013  0.0041
O  -0.0055  0.0133  0.0171
O  0.0077  -0.0012  0.0078
O  0.0004  -0.0051  0.0018
O  0.0098  -0.006  0.0094
O  -0.0044  0.0105  0.02
O  0.0054  -0.0119  0.01
O  -0.0102  0.0031  0.0156
O  -0.0099  0.0026  0.0129
Si  -0.0218  0.0132  -0.0164
Si  -0.0126  0.0005  -0.0098
Si  -0.001  0.0018  -0.0053
Si  -0.0029  -0.011  0.0167
Si  -0.0019  -0.0019  0.0051
Si  0.0095  -0.0133  -0.0019
Si  0.0054  0.0101  0.0156
Si  -0.0064  0.0046  -0.0054
Si  -0.0036  0.0003  -0.0004
Si  0.0081  -0.011  -0.0045
Si  0.0049  0.0021  0.0025
Si  0.0009  -0.0047  0.0141
Si  -0.002  -0.0037  0.004
Si  -0.0025  0.0007  0.0031
Si  0.0658  -0.0071  0.0245
Si  0.001  -0.0016  0.0053
Si  0.0015  0.0008  0.0078
Si  -0.0092  -0.0138  -0.0077
Si  0.0078  -0.0128  0.0092
Si  0.0054  0.0076  0.0164
Si  0.0023  0.001  -0.0025
Si  -0.0054  -0.0605  -0.0211
Si  0.0023  0.0039  -0.0011
Si  0.0025  0.0005  0.005
Si  -0.004  -0.0435  0
Si  -0.0033  -0.0012  -0.006
Si  0.0366  0.0092  -0.0309
Si  -0.0068  -0.0017  0.0071
Si  0.0102  0.0007  0.0018
Si  -0.0019  0.0043  0.0161
Si  -0.0071  0.0058  0.0042
Si  -0.0138  0.0159  0
Si  0.0031  0.0042  -0.0055
Si  0.0005  -0.001  0.0056
Si  0.0012  -0.0009  0.0002
Si  -0.0008  0.0024  0.0087
O  0.0005  0.0009  -0.0032
O  0.0029  0.0005  -0.0029
O  -0.0396  0.0004  0.0202
O  0.0017  -0.0015  0.0018
O  -0.0113  -0.0018  0.0034
O  0.0058  -0.003  -0.0019
O  0.0072  -0.003  -0.0013
O  -0.0002  -0.0022  -0.006
O  -0.0008  -0.002  -0.0029
O  0.0176  0.0097  0.0008
O  -0.0012  0.0001  0.0012
O  0.0001  0.0002  -0.0015
O  -0.001  -0.0007  0.0012
O  0.0041  0.0002  0.0002
O  0.0013  -0.0041  0.0067
O  -0.0063  0.0026  -0.0062
O  -0.0042  0.0035  -0.0032
O  0.0015  -0.0004  -0.0006
O  0.0018  -0.0013  0.007
O  -0.0114  0.0649  -0.0365
O  -0.001  0.0044  0.0097
O  0.0023  -0.0018  0.0024
O  0.0002  -0.0064  0.0008
O  0.0003  -0.0001  0.0008
O  -0.0005  0.0007  0.0005
O  0.0041  -0.0094  -0.0017
O  0.0288  0.0007  -0.0329
O  0.002  -0.0027  0.001
O  0.001  -0.0019  -0.0011
O  0.0018  -0.0009  -0.0026
O  -0.0022  0.0027  -0.0008
O  0.0054  -0.018  -0.0022
O  0.0031  0.0007  0.0037
O  -0.0165  0.0414  0.0158
O  0.03  0.0013  -0.0036
O  0.0255  0.0214  -0.0167
N  -0.0071  0.008  -0.0063
O  0.0022  -0.0007  0.0078
O  -0.0033  -0.0119  0.0113
O  -0.0051  -0.004  -0.0108
O  0.0023  -0.001  -0.0004
O  0.001  0.0003  0.0063
O  0.0014  0.0009  0.0017
O  0.0001  -0.0011  -0.0036
O  0.0023  0.0002  -0.0041
O  0.0216  0.0095  0.0369
O  -0.0012  -0.0002  -0.0036
O  0.0042  0.0001  -0.0137
O  0.0015  0.0001  -0.0002
O  0.0046  0.0023  0.0032
O  -0.036  0.0285  -0.0262
O  -0.0173  -0.0167  -0.0198
O  -0.0002  -0.0003  0.0016
O  0.0003  -0.0009  -0.0013
O  0.0027  0.0036  -0.0044
O  0.0012  0.0007  -0.0001
O  -0.0019  -0.0016  -0.0009
O  0.0012  -0.0027  0.0117
O  -0.0014  0.0001  0.0012
O  0.0775  -0.0041  -0.0225
O  0.0057  -0.004  0.0032
O  -0.0565  0.0366  -0.0107
O  0.0025  -0.0055  -0.004
O  0.0071  -0.0013  0.0132
H  -0.0264  -0.0219  0.0172

The program warned: the cutoff lies below the one the program advises for these potential files; the forces do not sum to zero within the program's tolerance; the exchange-correlation potential is rough where the density is thin.
